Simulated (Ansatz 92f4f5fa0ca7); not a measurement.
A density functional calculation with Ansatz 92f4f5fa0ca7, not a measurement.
Periodic cell of 223 atoms, Si132O90As1, from a study of silicon, its oxide and their interface. The atomic structure is a simulated model.
Doubt: the cutoff is far below the 930 eV that the study's wrapper takes by default for these files, so forces and energies are approximate.

Settings: functional PBE; potential files Ansatz PAW; basis plane waves; wave-function cutoff 580 eV; density cutoff ratio 5; exchange-correlation grid ratio 1; k mesh 1 x 1 x 1, Gamma-centred; self-consistency stop 5e-08 eV per atom in the density residual; occupations fixed; spin none; net charge +1 e, with a uniform compensating background and no finite-size correction.

Cell vectors (angstrom)
a  10.938  0  0
b  0  10.938  0
c  0  0  32.1988

Atoms and the computed forces on them: element, x, y, z (angstrom), force x, y, z (eV/angstrom)
Si  10.597  0.234  24.8504  0.0731  -0.0849  -0.1702
Si  5.7309  10.6731  24.7283  -0.0733  0.0821  -0.2182
Si  2.479  2.9127  24.6327  0.0779  -0.0917  -0.2248
Si  8.4165  2.4577  24.8258  -0.0921  0.041  -0.2529
Si  0.2887  5.1775  24.7571  -0.053  0.0773  -0.2473
Si  5.1399  5.7408  24.6877  0.0495  -0.1105  -0.2328
Si  2.9377  8.0148  24.585  -0.0888  0.0774  -0.2162
Si  7.9489  8.4454  24.7313  0.1134  -0.044  -0.2249
Si  1.3354  1.3814  26.0298  -0.0176  0.026  -0.0028
Si  6.8414  1.2982  26.1093  0.0248  0.0143  -0.0196
Si  4.032  4.1081  25.9861  0.0143  0.0062  -0.0338
Si  9.6381  4.0281  26.097  0.098  -0.0817  -0.2002
Si  1.413  6.8293  25.9962  -0.0163  0.0036  -0.0302
Si  6.7391  6.8814  26.0345  -0.0599  0.1014  -0.1824
Si  4.1001  9.5375  25.9893  0.0081  -0.0122  0.0048
Si  9.4702  9.5841  26.1363  -0.034  -0.0309  -0.0244
Si  2.7317  -0.0052  27.3437  -0.0047  -0.003  -0.0546
Si  8.1612  -0.0179  27.5486  -0.0168  -0.0185  0.1252
Si  0.0298  2.7052  27.5109  0.0237  -0.0099  0.1127
Si  5.4382  2.743  27.3385  -0.0236  -0.029  -0.0136
Si  2.731  5.4702  27.4278  0.0033  0.0072  0.0481
As  8.1919  5.4707  27.3985  -0.0347  0.0219  -0.0966
Si  0.0006  8.1898  27.3471  0.0182  0.0154  -0.0097
Si  5.4287  8.2158  27.4677  -0.0351  -0.0099  0.0818
Si  4.0836  1.3709  28.7333  0.0095  -0.0092  0.0884
Si  9.5827  1.3419  28.8551  -0.0103  0.0231  -0.1381
Si  1.3851  4.116  28.8228  -0.0471  -0.0897  -0.0958
Si  6.7803  4.052  28.7951  0.0142  0.0106  0.0349
Si  4.0888  6.8197  28.8092  0.019  0.0387  -0.0618
Si  9.6132  6.8741  28.8062  -0.0266  0.0258  0.0073
Si  1.3686  9.5654  28.7268  -0.0162  0.0122  0.0893
Si  6.7811  9.5585  28.8688  0.0824  0.0011  -0.1562
Si  0.0237  -0.0294  30.164  0.0352  -0.0518  0.0284
Si  5.4269  0.0188  30.1612  -0.0525  0.0709  0.0396
Si  2.7445  2.7264  30.1531  0.0268  -0.0048  0.023
Si  8.2134  2.7382  30.1547  -0.0142  -0.0057  0.035
Si  -0.0085  5.4495  30.159  0.0016  0.0213  0.0324
Si  5.4731  5.478  30.1633  0.0004  -0.0199  0.0413
Si  2.7193  8.2112  30.129  -0.027  0.0138  0.0071
Si  8.1857  8.1892  30.1715  0.0128  -0.0069  0.0589
Si  1.3779  1.3578  31.5291  0.0174  -0.0185  0.0266
Si  6.8238  1.3799  31.5016  -0.052  -0.0034  0.026
Si  4.1141  4.0912  31.5213  -0.0075  -0.0582  0.0304
Si  9.5603  4.1044  31.5324  0.0015  -0.0129  0.0132
Si  1.354  6.8502  31.4895  -0.0049  0.0538  0.018
Si  6.8493  6.8144  31.5513  -0.0005  0.011  0.0185
Si  4.0758  9.573  31.5181  -0.0114  0.0029  0.0408
Si  9.58  9.5522  31.5242  0.0473  0.0026  0.0231
Si  2.738  -0.0046  0.7165  -0.015  0.0046  0.0238
Si  8.1948  0.0068  0.6597  0.0146  0.011  -0.0225
Si  -0.0028  2.7312  0.6901  0.0131  -0.0211  0.036
Si  5.4828  2.7311  0.6983  0.0072  0.0119  0.0103
Si  2.73  5.4937  0.6511  0.019  -0.012  -0.0255
Si  8.2161  5.4519  0.7247  -0.0121  0.0127  0.0238
Si  0.0112  8.1866  0.6924  -0.0203  -0.0034  0.0101
Si  5.4631  8.2117  0.6859  -0.0099  0.0056  0.0244
Si  4.1287  1.3641  2.0712  0.031  -0.0304  -0.0167
Si  9.5552  1.3518  2.0482  0.0175  -0.004  0.0055
Si  1.3754  4.1364  2.0207  -0.0492  0.0023  -0.0287
Si  6.8459  4.0816  2.0811  0.0081  -0.0524  0.0208
Si  4.098  6.8305  2.0484  0.0163  0.0352  0.0055
Si  9.5852  6.8368  2.0682  0.0274  -0.0086  0.004
Si  1.3754  9.5428  2.067  0.056  -0.0238  -0.008
Si  6.8293  9.6017  2.0422  -0.0596  0.0195  -0.0091
Si  -0.021  -0.0419  3.3857  0.0664  0.1072  0.0897
Si  5.4948  0.0106  3.4835  -0.0537  -0.0052  -0.0952
Si  2.7735  2.7999  3.3518  -0.062  -0.1376  0.1417
Si  8.1845  2.682  3.4617  0.0641  0.0935  -0.0593
Si  0.0271  5.4764  3.4386  -0.0409  -0.0171  -0.0205
Si  5.4696  5.4639  3.4088  0.0234  0.0282  0.0402
Si  2.771  8.2025  3.4583  -0.0628  0.0003  -0.072
Si  8.1994  8.2336  3.3717  0.0212  -0.0561  0.1051
Si  1.3886  1.3925  4.6311  -0.0079  0.0105  -0.1033
Si  6.8417  1.3462  4.9115  -0.0029  -0.0071  0.0922
Si  4.1474  4.085  4.8069  0.021  0.0219  -0.0336
Si  9.5737  4.0814  4.7603  0.0023  -0.0195  0.0357
Si  1.4111  6.8288  4.8219  0.02  0.022  0.0427
Si  6.8199  6.8882  4.7294  -0.0123  0.026  -0.0385
Si  4.1336  9.5747  4.8462  0.0173  0.0167  0.0885
Si  9.5478  9.55  4.7939  -0.0135  -0.0112  -0.0411
Si  2.7404  0.1074  6.0624  0.0129  0.0437  -0.0663
Si  8.202  -0.0614  6.2658  -0.0012  -0.0181  0.0059
Si  0.0255  2.6753  6.045  0.0119  -0.0266  -0.0461
Si  5.47  2.7259  6.2889  -0.0173  -0.01  -0.002
Si  2.8114  5.4776  6.1805  0.0001  0.003  0
Si  8.1686  5.4789  6.0418  0.0078  -0.0034  -0.0682
Si  0.0077  8.187  6.1522  -0.0088  -0.0142  -0.0015
Si  5.5253  8.2226  6.2362  0.0152  -0.0069  -0.0545
Si  3.8314  1.574  7.6012  0.0244  -0.0652  0.2698
Si  9.8332  1.1408  7.4485  -0.0213  0.0755  0.2351
Si  1.6288  3.8008  7.312  -0.0743  0.0098  0.1982
Si  6.6425  4.415  7.4783  0.05  0.0109  0.2516
Si  4.4  6.6335  7.5433  -0.0149  0.0429  0.2342
Si  9.3623  6.9484  7.4033  0.0124  -0.0312  0.2199
Si  1.1327  9.9183  7.2948  0.0388  -0.007  0.2167
Si  7.1584  9.2281  7.6685  -0.0437  0.0191  0.3047
O  8.3095  8.0879  7.9177  0.0204  -0.0116  -0.1167
O  2.7128  2.7371  7.9571  0.0247  -0.0126  -0.114
O  9.535  1.3692  24.2647  -0.0433  0.0751  0.1111
O  4.0622  6.8761  24.1199  0.0743  -0.0443  0.1105
O  0.0213  0.027  7.9572  0.0097  -0.0193  -0.1161
O  5.5194  5.5104  8.0326  0.0063  -0.0174  -0.1169
O  6.8398  9.5559  24.1929  0.027  -0.0679  0.1145
O  1.3609  4.0521  24.1664  -0.0802  0.0537  0.1131
O  3.8537  7.391  8.9288  0.0818  -0.0754  -0.2092
O  0.8099  4.3746  8.6029  0.0644  -0.0852  -0.2175
O  9.8079  6.1694  8.7963  -0.0831  0.0644  -0.2095
O  2.0997  9.3875  8.5091  -0.0718  0.1059  -0.246
O  7.4961  3.9274  8.806  -0.0755  0.1033  -0.2489
O  4.2664  0.9244  9.0681  -0.0886  0.0366  -0.3002
O  6.7273  9.5585  9.223  0.0422  -0.0167  -0.3697
O  9.2013  1.8616  8.7913  0.0952  -0.0773  -0.2293
O  7.7267  3.1758  23.5246  0.1131  -0.098  0.2776
O  10.4889  5.8387  23.4552  0.104  -0.1329  0.2861
O  5.0893  0.4273  23.387  0.1025  -0.1405  0.3021
O  5.8658  5.0923  23.365  -0.101  0.1404  0.2713
O  3.1129  2.2126  23.2682  -0.1366  0.104  0.29
O  2.2964  8.7173  23.2141  0.1359  -0.1038  0.2873
O  8.6074  7.7344  23.4002  -0.117  0.0953  0.2576
O  0.2455  10.3507  23.5744  -0.1084  0.1346  0.2915
Si  4.3958  1.5722  22.4613  -0.0301  -0.0495  -0.5142
Si  3.4886  7.9265  14.0307  0.0094  0.0026  0.0706
Si  7.115  0.9571  14.6602  -0.0287  -0.0153  0.0261
Si  0.9437  9.3542  22.5131  -0.0079  0.0774  -0.5032
Si  1.1765  4.3057  11.8787  0.0398  -0.0632  0.1981
Si  6.2657  8.9625  15.3144  -0.0028  -0.0037  -0.0518
Si  0.6771  1.3643  12.2972  0.0028  -0.0057  0.1149
Si  8.6273  4.9513  20.5093  0.0821  -0.0935  -0.4874
Si  0.3198  5.7109  9.362  0.052  0.0024  0.3441
Si  5.1034  3.1246  17.9363  0.0241  0.0409  -0.1714
Si  0.8827  3.7437  16.7465  0.0365  0.0028  -0.1241
Si  10.4006  2.8439  19.2261  0.0203  -0.0185  -0.3086
Si  5.2762  1.1806  10.3488  0.0217  0.0419  0.3353
Si  0.8868  0.1738  19.837  -0.0854  0.0979  -0.3751
Si  6.6417  9.459  10.8612  0.0351  -0.0518  0.3499
Si  9.3372  9.6762  18.3182  -0.0442  -0.0392  -0.1942
Si  9.3891  9.2439  12.5654  0.0287  -0.0275  0.1298
Si  6.5798  3.851  22.5894  -0.0133  -0.0461  -0.5269
Si  2.4342  8.0701  9.3811  -0.0363  -0.0075  0.3561
Si  10.5898  7.3665  17.073  0.0437  -0.0102  -0.1063
Si  2.5114  6.2887  16.5788  -0.007  0.0012  -0.063
Si  10.1757  4.4878  14.1873  -0.0178  0.0219  0.0343
Si  6.1386  9.1858  18.5112  0.0296  -0.0417  -0.1792
Si  7.9636  2.5742  9.5781  -0.0225  -0.0557  0.3614
Si  8.8791  2.1427  12.449  0.0307  -0.0406  0.1952
Si  5.3393  6.2458  18.0648  -0.0455  0.0091  -0.1381
Si  3.9234  0.5604  19.4596  0.0555  -0.0261  -0.4042
Si  4.2722  3.8385  12.047  -0.014  0.0485  0.1588
Si  5.5415  6.6  12.1347  -0.0062  -0.0343  0.1594
Si  8.0131  2.5034  17.2143  -0.027  -0.0132  -0.1326
Si  4.3578  2.4809  14.9631  -0.0059  -0.0384  -0.006
Si  1.5374  1.2115  15.2584  0.0165  -0.018  -0.0096
Si  1.5704  9.4099  12.0453  -0.0516  0.0563  0.2037
Si  8.0502  6.8488  13.8616  0.004  -0.0033  0.0509
Si  10.379  9.8339  15.4821  0.034  -0.0026  -0.0298
Si  9.8032  7.0064  22.5583  0.0143  0.0189  -0.5295
Si  8.1102  5.4841  17.4064  -0.0006  0.0231  -0.2258
O  6.0444  7.9573  11.2874  0.0211  0.0796  -0.1139
O  6.0218  9.2041  16.8935  -0.0054  0.0079  0.1033
O  7.6781  1.3619  13.1902  0.0178  0.0183  -0.0655
O  0.8936  1.7458  13.8669  -0.0106  0.0025  -0.0526
O  9.4274  6.2555  16.8747  -0.0258  -0.016  0.0546
O  6.7601  6.1995  13.1317  -0.0311  0.0067  -0.0545
O  5.1333  4.6606  18.6066  0.0056  -0.0154  0.0716
O  9.2299  2.1554  18.268  0.0557  0.0122  0.1166
O  2.3684  0.0996  19.07  -0.024  -0.0069  0.129
O  9.4042  10.2273  16.7572  -0.0144  0.0016  0.0873
O  2.7842  4.4359  11.7065  -0.0132  0.0079  -0.0617
O  5.0661  10.3246  19.1003  -0.0669  0.0702  0.1081
O  9.4245  3.2367  13.4951  -0.0132  -0.0215  -0.0524
O  0.4564  1.7619  19.9544  0.0305  -0.0362  0.121
O  3.1517  1.3627  15.067  -0.0008  0.0097  0.0013
O  8.1712  5.3775  19.0198  0.031  -0.0285  0.2924
O  3.8922  6.5983  17.3916  0.0432  -0.0011  0.0486
O  4.5807  3.2861  16.38  0.0115  0.004  0.0741
O  9.0618  5.6643  14.3087  0.0036  -0.0015  -0.0065
O  5.4675  2.7551  22.1426  0.0311  0.0404  0.1676
O  10.674  4.1477  15.6846  0.0025  -0.0045  0.0189
O  0.3396  3.8677  18.2816  -0.0517  -0.0283  0.1356
O  10.4268  10.5165  19.2043  0.1028  0.041  0.1416
O  9.6414  10.0229  14.0238  -0.009  -0.0022  -0.0413
O  10.8957  8.1231  22.1033  -0.0213  -0.0362  0.1641
O  1.1879  2.1596  16.5309  -0.0102  0.0147  0.0411
O  9.7279  3.7434  20.4148  -0.0761  0.0956  0.1877
O  8.1333  4.0325  16.6778  0.003  0.0072  0.0559
O  -0.0419  9.1007  11.9034  0.0264  -0.006  -0.0619
O  6.5864  2.4179  18.005  -0.0181  -0.0011  0.0617
O  5.5765  10.714  11.1944  -0.0062  0.0313  -0.1065
O  7.7494  9.5926  18.841  0.0007  0.0081  0.0681
O  10.0282  1.0213  12.0599  -0.0166  0.0072  -0.0533
O  1.3066  6.9569  9.0722  -0.0022  0.0037  -0.1295
O  0.6234  4.7618  13.3498  0.0242  0.0003  -0.0726
O  5.706  7.6243  18.9797  0.0065  0.0183  0.0762
O  5.2327  5.0842  11.5172  0.0029  -0.0148  -0.0682
O  2.7145  6.9799  15.1166  0.0007  -0.0004  0.0017
O  0.9119  2.7398  11.4658  -0.0014  0.0312  -0.0706
O  0.8581  10.684  15.5477  -0.0087  -0.0003  0.0062
O  2.408  8.5823  10.9177  0.0446  -0.0667  -0.2294
O  4.6913  2.4293  11.2713  0.0373  -0.0996  -0.1356
O  4.2456  3.5099  13.6769  0.0023  0.0171  -0.0752
O  2.2016  4.6793  16.49  -0.0086  -0.0088  0.0228
O  10.7061  8.2475  15.6935  -0.0111  -0.0062  0.0289
O  6.9252  10.2896  14.664  0.0071  0.0051  -0.003
O  2.3394  8.9498  13.4288  -0.024  0.0135  -0.0735
O  8.0288  1.5216  15.9038  0.013  0.0208  0.0415
O  4.1274  6.994  12.8558  0.0235  -0.0124  -0.0629
O  4.1772  2.0121  18.7142  -0.0415  -0.0837  0.1351
O  7.2896  4.4255  21.259  -0.128  -0.0617  0.2894
O  8.413  2.9269  11.1015  -0.0456  0.0232  -0.2192
O  1.1786  6.8616  17.3574  -0.018  0.0084  0.0386
O  5.6498  1.5737  14.7515  0.0039  0.0072  -0.0032
O  8.1278  9.7539  11.5855  -0.0815  0.0134  -0.1155
O  9.2134  6.2818  21.235  0.0631  0.1339  0.2844
O  8.9588  7.7123  12.8501  0.0073  0.0263  -0.046
O  1.6524  0.1165  11.8825  0.0146  -0.0183  -0.0573
O  6.6453  6.1492  17.0619  0.0076  -0.006  0.0561
O  7.3961  7.7998  15.0341  0.0014  -0.005  0.0002
O  1.2143  10.2821  21.2086  0.0051  -0.1637  0.3577
O  10.0303  8.1983  18.3515  -0.0139  0.028  0.0857
O  3.9507  0.8601  21.0716  0.0482  0.0997  0.4001
O  0.3273  5.3271  10.9296  -0.0381  0.0673  -0.2028
O  6.6953  1.57  9.6453  0.039  0.0246  -0.1332
O  4.7756  8.7031  14.6835  0  -0.0019  -0.0089

Results
free energy: -139961.262 eV
free energy less fixed offsets of As -4856.12, O -568.88, Si -635.61 eV per atom: -5.422 eV

The program warned: the cutoff lies below the one the program advises for these potential files; the exchange-correlation potential is rough where the density is thin.
